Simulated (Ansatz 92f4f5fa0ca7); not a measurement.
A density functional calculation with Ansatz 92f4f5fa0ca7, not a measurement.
Periodic cell of 144 atoms, Si90O54, from a study of silicon, its oxide and their interface. The atomic structure is a simulated model.

Settings
functional: r2SCAN
potential files: Ansatz norm-conserving
basis: plane waves
wave-function cutoff: 1300 eV
density cutoff ratio: 4
exchange-correlation grid ratio: 1
k mesh: 2 x 2 x 1, shifted by 0.5 0.5 0.5 of a step
self-consistency stop: 5e-08 eV per atom in the density residual
occupations: Fermi-Dirac, 0.05 eV
spin: none
net charge: 0

Cell vectors (angstrom)
a 11.54 0 0
b 0 11.54 0
c 0 0 19.0758

Atoms: element, x, y, z (angstrom)
Si -3.7574 2.3663 -0.2299
Si 1.1431 3.2224 -1.0941
Si 1.329 10.426 0.6081
Si 3.4236 1.9166 -1.2026
Si 4.3634 4.4347 0.7351
Si 4.7639 6.7772 -0.6499
Si 10.0388 0.5429 1.0521
Si 9.9418 2.0061 -0.538
Si 5.9529 10.8971 0.3535
Si 3.1583 0.2385 0.6582
Si 0.73 3.8965 1.3269
Si 2.6546 7.6462 1.6178
Si 5.4597 2.2319 0.2489
Si 8.8852 5.071 -0.5171
Si 4.6854 7.603 2.9388
Si 8.1669 -0.6553 1.0298
Si 10.2685 3.8443 1.8124
Si 8.2176 7.9485 2.1335
Si 1.9102 2.0661 2.8762
Si 1.9417 5.7267 2.8916
Si 1.904 9.5003 2.6409
Si 5.7514 1.9201 2.7633
Si 5.7975 5.7581 2.7108
Si 5.7394 9.641 2.6424
Si 9.7345 1.8401 2.903
Si 9.5889 5.818 2.9092
Si 9.671 9.5931 2.7802
Si 0 1.9233 4.1587
Si 0 5.77 4.1587
Si 0 9.6167 4.1587
Si 3.8467 1.9233 4.1587
Si 3.8467 5.77 4.1587
Si 3.8467 9.6167 4.1587
Si 7.6933 1.9233 4.1587
Si 7.6933 5.77 4.1587
Si 7.6933 9.6167 4.1587
Si 0 0 5.545
Si 0 3.8467 5.545
Si 0 7.6933 5.545
Si 3.8467 0 5.545
Si 3.8467 3.8467 5.545
Si 3.8467 7.6933 5.545
Si 7.6933 0 5.545
Si 7.6933 3.8467 5.545
Si 7.6933 7.6933 5.545
Si 1.8982 0.048 7.0006
Si 1.8625 3.754 7.0139
Si 1.9631 7.7409 6.9437
Si 5.7839 -0.0399 6.8028
Si 5.7136 3.8954 6.9428
Si 5.7394 7.5945 6.9675
Si 9.6091 0.0002 6.8984
Si 9.6195 3.935 6.8436
Si 9.622 7.7152 6.8489
Si 2.8512 2.41 8.6051
Si 2.1843 5.9122 8.3817
Si 0.6224 9.5636 7.6993
Si 4.9066 2.3489 8.5373
Si 5.4913 4.5144 9.423
Si 4.2772 11.0013 8.6627
Si 9.5179 2.0988 7.9679
Si 9.5846 5.8753 8.0509
Si 8.8986 9.9227 8.6303
Si -2.6975 2.2824 10.2311
Si -0.7366 5.9391 10.0787
Si -0.929 9.103 10.0751
Si 2.1486 1.8001 11.921
Si 0.9804 7.4166 13.6225
Si 3.9334 10.2766 11.3693
Si 7.2439 2.2768 7.6551
Si 7.8647 5.6096 10.0674
Si 6.5046 9.5557 7.8645
Si -3.0328 6.2809 13.1728
Si 5.5089 5.9984 14.1595
Si 5.0527 10.122 15.2067
Si 6.0396 0.7058 11.2738
Si 9.9323 4.5919 14.4442
Si -0.6441 2.9963 11.9086
Si -1.6762 8.9691 12.9276
Si 6.9434 6.5074 18.7635
Si 5.7611 13.1256 16.1503
Si 3.7992 8.4235 13.0291
Si -0.7733 9.2072 17.4176
Si -2.4522 10.7273 15.6007
Si 4.9816 3.1881 12.5965
Si 12.4041 7.318 15.8635
Si 3.7036 8.524 17.0408
Si 5.5938 7.3239 16.2578
Si 7.5745 9.7442 17.9365
Si 8.6197 13.7281 15.5065
O -2.3166 0.858 -4.1131
O -0.3074 2.2679 -1.2469
O 2.9213 13.0182 1.8129
O 0.6076 9.7603 -1.0332
O -1.0907 7.4413 -8.3786
O 7.1459 2.2299 -3.4205
O 0.1965 -0.1158 0.5291
O 6.9604 7.7187 -1.6036
O 3.5889 5.6293 -0.3312
O 5.0687 3.4879 -0.2303
O 7.7363 3.9083 -0.5779
O 4.9747 4.4221 -5.5759
O 9.9219 7.1965 1.9626
O 8.766 2.1575 -1.8795
O 6.4199 12.8974 -1.2595
O 4.2124 13.9192 -2.7013
O -0.6284 4.0308 13.1063
O 2.5742 0.2641 11.8353
O -0.8602 2.3595 10.4926
O 0.2618 6.0314 8.9103
O 0.5545 9.2551 9.5436
O -1.5134 9.7263 11.4116
O 5.0828 0.812 9.7861
O 3.1027 8.1099 18.4912
O 2.3214 8.3316 13.4316
O 4.7422 5.7496 15.6118
O 4.1428 8.6827 11.332
O 3.2084 14.4458 12.557
O 7.4386 1.2171 10.5716
O 5.1645 -7.9354 10.6665
O 8.084 6.1865 11.5785
O 8.2808 3.751 10.6669
O 5.4699 10.7823 11.5614
O -2.7361 7.8809 13.2699
O 5.9069 8.7161 15.5044
O 2.4126 2.4803 10.1659
O 4.985 7.3291 13.1045
O -0.0871 8.5736 13.0375
O 4.5286 9.6702 13.5819
O 17.102 11.7746 15.2011
O 0.7418 1.8736 12.256
O -3.7123 10.9739 16.7753
O -1.0933 10.2018 16.3815
O -0.4014 7.6733 16.9468
O 8.8517 4.5793 20.8179
O -4.3292 6.0805 14.1754
O -2.6291 10.0743 14.0082
O 8.9452 3.3502 14.593
O 1.4673 6.1209 14.7542
O 2.4644 7.9835 15.9822
O 9.2992 8.8782 18.1312
O 5.2551 1.6663 12.4888
O 2.6093 12.01 18.1813
O 3.8343 10.0434 16.4569

Results
free energy: -35570.077 eV
free energy less fixed offsets of O -463.61, Si -117.95 eV per atom: 80.363 eV
pressure: 0.35 GPa
stress xx, yy, zz, yz, xz, xy (GPa, positive in tension): 0.47, -2.76, 1.24, 1.13, 0.76, 0.29

Forces (eV/angstrom), in the order of the atoms: element, x, y, z
Si -1.7787 -1.554 -0.2693
Si -0.4867 0.1875 0.6063
Si 0.3332 -3.6466 -2.5932
Si -1.4948 0.6744 -1.2003
Si -4.1113 5.0678 3.6044
Si -3.0375 -0.3829 1.411
Si 3.0305 -2.1143 -0.3592
Si -2.836 0.6422 0.7751
Si -1.5931 -0.5844 1.4182
Si 2.2192 -0.291 0.2724
Si 5.2981 0.2688 -0.7212
Si 1.0116 -1.2991 0.5222
Si 4.2642 -15.5629 5.0056
Si 0.2598 0.0503 0.5818
Si -0.431 1.6129 -2.1059
Si 0.1344 -1.3362 0.6189
Si -1.458 -3.8631 -0.2355
Si 0.7026 -0.7784 -1.5414
Si -1.2934 2.3788 1.0295
Si -0.9911 -0.4795 -2.0235
Si -0.9122 0.2001 1.668
Si -0.1938 0.1258 -0.3091
Si 0.5026 -1.9811 -0.6686
Si 0.7781 0.7418 -0.0295
Si -1.3045 0.6203 -0.1907
Si -0.4302 1.3884 -1.0665
Si -1.5971 1.479 -0.2027
Si 0.5995 -1.1393 1.2873
Si 0.3004 -0.2222 0.7007
Si 0.6914 -0.2491 -0.1508
Si 0.609 0.6174 0.7045
Si 0.1197 -1.218 0.7422
Si -0.42 1.1286 -0.5937
Si 0.0932 -0.1852 -1.0039
Si -0.6572 0.813 0.2462
Si -0.2464 0.2047 -0.222
Si 0.4049 0.3203 -0.1388
Si 0.5281 -0.1337 -0.2257
Si 0.1681 -0.0967 -0.1364
Si -0.9404 -0.0234 -0.1005
Si -0.5956 -0.2755 0.5886
Si 0.0819 0.4329 0.4495
Si 0.3444 0.1708 -0.7298
Si -0.6081 0.1245 -0.567
Si -0.8373 -0.2988 0.0483
Si 0.5071 0.159 0.6676
Si 1.0535 1.6215 -0.2056
Si -0.3797 0.0013 -0.399
Si 0.2091 0.8323 0.5612
Si 0.9352 1.5259 -0.4745
Si 0.6095 -0.6477 -0.2237
Si -0.1007 -0.4744 0.6103
Si 0.1967 1.5629 -1.0082
Si -0.5369 2.1939 0.1805
Si -5.4481 -1.0725 1.04
Si -1.6286 -0.7883 0.0398
Si 1.1979 0.0191 1.8197
Si 5.2141 -2.8004 0.3991
Si 0.8994 1.8538 -1.2558
Si 0.4282 0.3032 2.3428
Si -0.6724 -2.4862 1.6061
Si -1.2917 -0.9972 1.6948
Si 0.1451 -1.0363 -2.3507
Si -0.6871 0.7727 -0.9499
Si -1.4588 0.1037 3.5089
Si -1.4769 -3.0092 0.7822
Si 10.0752 1.0256 -4.3072
Si -1.3287 0.6377 2.1452
Si -0.9071 3.7046 -3.4053
Si -2.6178 -0.8378 -0.0561
Si -0.1085 -2.6981 0.2539
Si -0.1487 0.4928 1.1654
Si 0.4749 -0.4286 -0.151
Si -0.4306 -1.6655 -3.0488
Si -1.9612 1.1662 -0.3226
Si -2.1013 2.0057 -2.4222
Si 1.8704 2.7922 -1.1779
Si 4.1734 -0.8752 1.7641
Si 0.3982 3.4167 -0.3384
Si 0.3835 1.5929 0.4218
Si -0.4676 -0.4852 2.2636
Si 2.8345 -3.2503 -3.6772
Si 1.2544 -5.2774 6.3169
Si 0.2889 2.6947 -3.205
Si -7.0726 0.591 -5.5064
Si 1.1514 1.2916 -0.118
Si -5.0303 -0.5918 -0.693
Si 0.5078 -1.7153 4.0989
Si 2.8741 -1.5391 1.2423
Si 3.2163 -2.5213 3.156
O 0.9388 -3.815 0.9299
O 6.5888 1.5488 -2.8457
O 0.1752 -2.7524 -3.3281
O 1.5934 -0.568 2.7109
O 0.3794 1.0041 -1.6566
O -9.0053 0.5142 -1.4776
O -5.6536 4.6965 2.6782
O 0.3009 1.3077 -1.3916
O 2.2728 -1.0828 0.8115
O -0.5456 11.3969 -7.4324
O -1.1573 2.0823 -0.7042
O 2.5969 3.578 1.6346
O -1.6007 -1.6293 0.595
O 2.9007 -0.5307 1.097
O -2.2358 1.3101 -1.1356
O 2.4848 -2.4612 0.5628
O -0.7465 -0.3297 0.6114
O 2.3411 -2.9131 0.0422
O -3.2592 -0.7375 -0.7759
O 4.4128 -0.0199 -2.9491
O 0.473 0.9109 -2.0796
O -1.3345 0.9492 3.199
O 0.0209 1.3733 -0.151
O 1.7006 0.1825 0.7431
O -1.0649 -0.8224 -0.8819
O 2.5933 3.4355 -1.3727
O -2.6547 -0.031 2.3886
O 1.0161 -0.2105 0.371
O 1.5585 0.0284 1.7073
O -0.0921 -1.1304 5.0409
O -0.7395 -0.3223 -0.7815
O 0.2931 0.4984 -0.6132
O 1.8624 0.495 1.0755
O -0.3149 -2.2636 -0.1982
O 0.4566 2.5719 -1.7788
O -0.7707 -0.9889 0.4651
O 0.5502 -4.6842 3.1664
O -0.5898 -0.5121 0.4177
O 0.8934 4.6329 4.7564
O -0.7604 -2.7547 0.4259
O -9.6857 3.0859 2.05
O 1.9348 -2.7792 -1.9657
O -3.2609 5.8223 -7.1603
O 2.3329 -1.5537 -1.6776
O -0.9396 3.2196 -0.0631
O -3.4018 -0.2952 0.245
O 2.3227 0.1203 1.945
O 0.2928 1.4672 -1.7818
O -0.9947 0.3442 -0.7478
O -0.3846 -0.2542 2.221
O -1.4203 1.521 -0.3479
O 4.3818 -3.2543 -0.9498
O 0.792 1.3507 -1.3839
O 2.8875 0.5479 -1.9446
